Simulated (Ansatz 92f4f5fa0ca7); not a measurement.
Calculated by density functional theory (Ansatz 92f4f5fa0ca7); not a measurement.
Periodic cell of 216 atoms, Si133O82H1, from a study of silicon, its oxide and their interface. The atomic structure is a simulated model.
Doubt: the cutoff is far below the 930 eV that the study's wrapper takes by default for these files, so forces and energies are approximate.
This geometry differs little from another in the collection (a relaxation step or a small displacement).

Settings: functional PBE; potential files Ansatz PAW; basis plane waves; wave-function cutoff 580 eV; density cutoff ratio 5; exchange-correlation grid ratio 1; k mesh 1 x 1 x 1, Gamma-centred; self-consistency stop 5e-08 eV per atom in the density residual; occupations fixed; spin none; net charge +1 e, with a uniform compensating background and no finite-size correction.

Cell vectors (angstrom)
a  10.938  0  0
b  0  10.938  0
c  0  0  31.6828

Atoms and the computed forces on them: element, x, y, z (angstrom), force x, y, z (eV/angstrom)
Si  0.4746  -0.5213  24.3474  -0.0545  0.0551  0.0646
Si  4.6967  0.4915  24.1423  0.0407  -0.0839  0.006
Si  3.1869  2.4225  24.1695  -0.0601  0.0503  -0.0337
Si  7.704  3.2023  24.2613  0.0889  -0.0633  -0.0513
Si  -0.76  6.2403  24.4182  0.0959  0  -0.0952
Si  5.9859  4.967  24.4698  -0.0162  0.0335  0.0974
Si  2.0165  8.5439  24.2616  0.0362  -0.0712  0.0143
Si  8.6524  8.1569  24.3316  -0.0455  0.0431  -0.026
Si  1.3956  1.4181  25.4001  -0.022  -0.0474  0.0174
Si  6.6714  1.3533  25.3701  -0.0052  0.0212  0.0099
Si  4.1504  4.0599  25.6372  -0.0034  -0.0281  0.0213
Si  9.4591  4.2014  25.4668  0.0316  0.0272  0.0327
Si  1.2031  6.8391  25.6383  -0.01  -0.0154  -0.004
Si  6.8647  6.9649  25.4284  0.0049  -0.021  0.0081
Si  3.9082  9.5656  25.4015  0.0225  0.0452  -0.0074
Si  9.6602  9.6752  25.7521  0.0073  -0.0334  0.0028
Si  2.6784  0.03  26.8871  -0.0076  0.0115  -0.0126
Si  8.1171  0.0868  26.8579  0.007  0.0006  0.0186
Si  -0.0253  2.7778  26.7963  -0.0227  -0.0058  -0.0291
Si  5.4784  2.6769  26.9543  -0.0072  -0.0031  0.0157
Si  2.7084  5.4714  26.879  0.0234  0.0236  0.0208
Si  8.1534  5.5514  26.9087  0.0009  0.037  -0.0047
Si  -0.0161  8.2227  27.047  -0.0298  -0.0032  0.0363
Si  5.4032  8.2559  26.7985  -0.0064  -0.0005  -0.0149
Si  4.1018  1.3673  28.2645  -0.1599  -0.4505  0.3269
Si  9.5708  1.3673  28.2645  -0.1757  0.416  -0.5407
Si  1.3673  4.1018  28.2645  -0.183  -0.1059  -0.3494
Si  6.8362  4.1018  28.2645  -0.0056  0.1133  0.0833
Si  4.1018  6.8362  28.2645  -0.0299  0.1545  -0.4791
Si  9.5708  6.8362  28.2645  -0.3173  -0.189  0.7507
Si  1.3673  9.5708  28.2645  0.2331  0.4085  0.6855
Si  6.8362  9.5708  28.2645  -0.3188  0.1116  -0.5423
Si  0  0  29.6318  0.0604  -0.0829  0.0037
Si  5.469  0  29.6318  -0.122  -0.084  0.0524
Si  2.7345  2.7345  29.6318  -0.0076  -0.0841  -0.0256
Si  8.2035  2.7345  29.6318  0.1967  0.0904  0.0364
Si  0  5.469  29.6318  -0.0863  -0.0541  0.0216
Si  5.469  5.469  29.6318  -0.0146  -0.0755  -0.0277
Si  2.7345  8.2035  29.6318  0.0836  0.0992  0.0552
Si  8.2035  8.2035  29.6318  0.0349  -0.1349  0.0056
Si  1.3673  1.3673  30.999  -0.0284  0.0726  0.0016
Si  6.8362  1.3673  30.999  -0.0358  0.014  -0.0621
Si  4.1018  4.1018  30.999  -0.02  0.0523  -0.0038
Si  9.5708  4.1018  30.999  0.0024  0.0462  -0.0054
Si  1.3673  6.8362  30.999  -0.0349  -0.0212  -0.0533
Si  6.8362  6.8362  30.999  -0.0258  0.05  0.0087
Si  4.1018  9.5708  30.999  0.0726  -0.003  0.0088
Si  9.5708  9.5708  30.999  -0.0661  0.0514  -0.0064
Si  2.7345  0  0.6835  0.0237  -0.0885  -0.0275
Si  8.2035  0  0.6835  0.0067  0.048  0.0084
Si  0  2.7345  0.6835  -0.0139  -0.0327  0.0281
Si  5.469  2.7345  0.6835  0.0395  -0.0628  0.0168
Si  2.7345  5.469  0.6835  -0.0151  0.0338  0.013
Si  8.2035  5.469  0.6835  0.1212  -0.0908  -0.0201
Si  0  8.2035  0.6835  0.039  -0.0349  0.0123
Si  5.469  8.2035  0.6835  -0.0578  -0.0106  0.0453
Si  4.1018  1.3673  2.0507  -0.056  0.0761  -0.0503
Si  9.5708  1.3673  2.0507  -0.058  -0.0719  0.0166
Si  1.3673  4.1018  2.0507  0.0912  0.0977  0.0374
Si  6.8362  4.1018  2.0507  0.0499  0.2125  -0.0342
Si  4.1018  6.8362  2.0507  -0.0398  -0.1245  0.0079
Si  9.5708  6.8362  2.0507  -0.1436  -0.0128  -0.0488
Si  1.3673  9.5708  2.0507  0.0108  0.1262  -0.0203
Si  6.8362  9.5708  2.0507  0.0365  0.0025  0.0204
Si  0  0  3.418  0.0737  -0.2937  -0.1883
Si  5.469  0  3.418  -0.3514  -0.0772  0.5313
Si  2.7345  2.7345  3.418  0.2513  -0.3813  -0.4024
Si  8.2035  2.7345  3.418  0.142  -0.135  0.2284
Si  0  5.469  3.418  0.167  0.3837  0.4011
Si  5.469  5.469  3.418  0.1724  0.0663  -0.8512
Si  2.7345  8.2035  3.418  -0.0861  0.0814  0.6859
Si  8.2035  8.2035  3.418  0.3524  -0.1106  -0.3996
Si  1.4022  1.3314  4.7451  0.0148  -0.019  0.0138
Si  6.8838  1.3165  4.8104  0.029  0.0163  0.017
Si  4.2017  4.0492  4.6954  0.0051  0.0485  0.0072
Si  9.6277  4.0695  4.7898  -0.0233  -0.013  0.0121
Si  1.3584  6.8702  4.9016  0.0119  -0.0073  -0.0178
Si  6.7882  6.8778  4.7142  -0.0638  0.0553  -0.0356
Si  4.0752  9.5724  4.9044  -0.0015  0.0077  -0.0223
Si  9.6571  9.4625  4.7739  0.0139  -0.0214  0.0251
Si  2.6122  -0.0178  6.3021  -0.0024  -0.0112  -0.0425
Si  8.2915  -0.1054  6.0742  -0.0205  0.0032  -0.0098
Si  0.1607  2.7672  6.128  -0.0111  -0.0231  0.0126
Si  5.5173  2.6839  6.1764  -0.0502  -0.0008  -0.0096
Si  2.9042  5.4458  6.0271  -0.0015  0.0025  0.0157
Si  8.191  5.4946  5.9919  0.0795  -0.0184  0.0902
Si  -0.0344  8.2114  6.4595  -0.009  -0.0277  -0.0303
Si  5.5715  8.2391  6.2374  -0.0337  0.0184  0.0071
Si  3.6803  1.7898  7.3682  0.0521  -0.0572  0.0003
Si  10.0051  1.0004  7.1957  -0.0668  0.0288  -0.0497
Si  2.0997  3.6218  7.2459  -0.0546  0.0648  -0.0274
Si  6.4189  4.6123  7.1944  -0.3883  0.1048  -0.429
Si  4.6255  6.3963  7.3474  -0.0025  -0.0638  0.0193
Si  8.906  7.2171  7.4219  0.0516  -0.0151  -0.047
Si  0.6987  10.2084  7.7104  0.0354  0.003  0.1075
Si  7.4599  9.0883  7.4581  -0.0872  0.1023  0.0052
O  8.0226  3.9754  9.0511  0.404  -0.0316  0.2839
O  7.4934  9.3333  9.1106  0.0458  -0.0003  -0.0293
O  8.4877  6.6289  8.9768  0.041  -0.1101  0.0815
O  0.767  10.1937  9.4054  0.0121  0.0095  -0.026
O  4.108  1.4003  8.932  0.0292  0.0137  0.0406
O  2.0664  4.2644  8.7753  -0.1593  0.0484  0.1381
O  9.2512  1.624  8.5219  -0.0631  0.096  0.1495
O  4.0828  6.7904  8.8487  0.026  0.0152  -0.0634
O  8.5796  9.0415  22.8672  -0.0146  -0.0584  0.062
O  8.2753  2.8094  22.7363  -0.0112  0.0421  0.0721
O  5.1243  5.165  23.0846  -0.0689  0.0409  -0.0636
O  8.0915  2.8584  20.0691  -0.0089  -0.0008  -0.0098
O  10.8432  10.5065  22.7891  0.0705  0.0361  -0.0312
O  -0.4693  6.3948  22.7809  0.1493  -0.0387  -0.0008
O  1.8731  7.8682  22.7099  -0.0127  0.0298  -0.0079
O  4.6184  -0.0548  22.5564  -0.05  0.0217  0.0609
Si  8.9772  5.2361  9.6672  0.1974  0.2134  0.3032
Si  0.3607  10.3392  11.0002  -0.0202  -0.0265  -0.0316
Si  4.3902  7.0969  10.4167  -0.075  0.0085  -0.1078
Si  1.9411  10.0042  16.3515  -0.0065  0.027  -0.0587
Si  -4.6512  6.4488  15.101  -0.0304  0.045  -0.043
Si  1.8962  3.2014  18.5683  -0.0159  -0.0131  -0.0263
Si  14.2481  6.5796  14.3805  -0.0008  0.0147  -0.0657
Si  5.4444  0.1264  21.1595  0.0591  -0.0043  -0.058
Si  3.8334  -0.0403  14.046  -0.0442  -0.0197  -0.0442
Si  5.3394  1.0484  9.9354  -0.0221  0.0173  0.1005
Si  8.1851  2.3481  9.4791  0.1614  -0.4349  0.1011
Si  0.3797  12.6801  16.4728  -0.0025  -0.0202  -0.034
Si  0.9507  6.676  22.0177  -0.0551  -0.165  0.0452
Si  4.6751  1.7195  18.6397  0.0125  -0.0119  -0.0165
Si  7.994  1.8876  21.4166  -0.0628  0.0192  -0.023
Si  2.7638  8.8166  12.3506  0.0227  0.0137  -0.1492
Si  6.8787  3.8735  19.5683  0.0135  -0.0174  0.0167
Si  6.1834  -4.6517  18.0152  -0.0044  0.0034  0.0001
Si  4.2515  2.4872  12.4831  0.0205  -0.0407  -0.1749
Si  10.4388  2.2767  11.415  0.0414  -0.0992  -0.1428
Si  5.1773  5.4708  21.5132  -0.019  0.0075  -0.1025
Si  -1.7881  -3.9278  14.2593  -0.0137  0.049  -0.0658
Si  2.7629  8.7253  18.7448  -0.0069  -0.0238  -0.0142
Si  -4.4693  3.5749  14.2498  -0.0128  -0.0658  -0.0638
Si  2.9537  4.9483  11.8987  0.0236  0.0063  -0.1326
Si  11.8447  4.4867  9.8775  0.1405  -0.0155  -0.1575
Si  5.4396  -2.6934  20.2636  -0.0051  -0.0303  0.0782
Si  10.3929  8.3726  16.6511  0.0165  0.0538  -0.0408
Si  2.534  4.0319  21.4453  -0.0254  0.0848  0.0216
Si  -1.7626  4.4198  12.7863  -0.087  0.0893  -0.1275
Si  8.959  10.9638  15.4797  0.0155  0.0108  -0.0622
Si  10.9848  8.3974  19.6812  0.0017  0.0096  0.0407
Si  6.5745  9.2457  10.4684  -0.003  -0.0434  -0.022
Si  -1.411  10.0502  21.9344  -0.0497  -0.0144  -0.0426
Si  -4.8694  0.8521  15.8945  0.0209  0.0121  -0.0225
Si  8.8498  9.5991  12.6024  -0.0072  0.0255  -0.1142
Si  3.0752  5.9345  17.4852  -0.0203  -0.016  0.0032
O  0.3588  0.9246  11.6182  -0.0849  0.0565  0.0179
O  2.9024  5.2768  13.4833  -0.007  -0.0298  0.0247
O  8.8441  2.123  10.9694  -0.0569  0.0983  -0.1757
O  6.2699  4.8309  15.2403  -0.0179  -0.0059  0.0745
O  3.8871  4.7336  20.8303  -0.0086  0.002  0.0372
O  2.8416  2.9033  22.597  0.0199  -0.0103  0.0456
O  -9.8658  0.3205  16.864  0.0059  -0.0026  0.0141
O  4.2581  5.6843  11.219  0.0186  0  0.0709
O  5.1365  1.6876  11.3953  0.0146  -0.0296  -0.061
O  2.4881  18.1134  18.3395  -0.0087  0.0243  -0.0167
O  10.3541  3.2587  12.7238  0.0032  -0.018  0.0061
O  5.2083  7.1  21.4075  -0.0028  0.0055  -0.0543
O  4.5792  0.6427  19.8718  0.0085  -0.0074  -0.0017
O  3.236  8.0874  10.9724  0.0194  -0.0073  0.0685
O  -4.5133  2.2556  15.1601  0.0028  -0.0038  0.0625
O  2.5723  -0.5406  14.9181  0.0074  -0.0022  0.0444
O  1.709  3.376  20.1923  0.023  0.0117  0.0517
O  8.8633  5.0759  11.2884  0.018  -0.009  -0.0956
O  5.285  1.03  17.2947  0.0095  0.0218  0.0213
O  11.4805  7.058  20.4875  -0.0067  -0.0123  0.0312
O  -1.1247  1.3727  15.8816  -0.0031  0.0056  0.0254
O  6.5566  7.0069  16.6018  -0.0003  -0.0112  0.007
O  1.3548  -1.4327  11.9591  -0.0386  0.0372  0.0299
O  6.4715  1.3308  21.5147  0.0006  0.012  -0.0101
O  -3.7714  5.0139  18.4025  0.0144  -0.0272  0
O  -2.0529  -0.2117  13.82  -0.0036  -0.0256  0.0341
O  -1.1713  9.8692  11.2689  0.0824  0.0188  0.046
O  9.9307  -1.7046  20.5878  0.0107  -0.0216  -0.0616
O  10.5557  5.2425  9.2053  -0.0724  -0.0902  0.0907
O  12.4912  5.3345  11.1144  -0.0388  -0.0355  0.0591
O  -5.5013  10.3816  10.1541  0.0071  0.0007  0.0395
O  5.8613  7.7743  10.5731  0.0568  0.0131  0.066
O  0.5303  2.5988  17.8772  0.0192  0.0078  -0.0005
O  2.2104  4.6313  17.8622  0.0052  0.0058  -0.0125
O  1.7134  5.2433  22.1494  -0.017  0.0943  -0.1083
O  0.9948  8.6798  16.1983  -0.0043  -0.0323  0.041
O  -4.7799  -1.3266  20.8176  -0.0018  0.0033  -0.0232
O  7.3684  9.5009  11.8795  -0.0023  -0.0101  0.0395
O  3.0952  3.3359  11.7158  -0.0095  0.0103  0.0646
O  15.8495  6.9426  14.377  -0.0006  0.0084  0.0525
O  6.5007  4.778  20.878  -0.0358  0.0101  0.0219
O  -9.7791  13.5244  15.3164  0.0878  -0.0241  0.1544
O  -1.1706  16.5493  13.7004  0.0087  -0.0755  -0.0078
O  -3.4172  -3.9919  14.1866  0.0481  0.0053  0.0179
O  -1.3918  -1.2515  16.2591  0.0121  -0.0259  0.0294
O  10.2916  8.011  18.2422  -0.0028  0.0005  0.0047
O  9.4763  8.2336  13.2389  0.0227  0.0004  0.0584
O  3.5603  12.4175  13.5373  -0.0062  0.0566  0.0354
O  -3.089  3.733  13.406  0.1205  0.0219  -0.0147
O  5.6386  2.9621  19.0487  0.0009  0.0035  -0.0174
O  3.9769  -2.1727  19.795  0.0278  0.0158  -0.0199
O  6.7167  1.693  9.3037  -0.0047  -0.0215  0.0448
O  -3.4574  0.1213  16.1271  -0.0184  0.0073  0.0229
O  6.3011  7.5138  19.0894  0.0013  0.0375  0.0055
O  12.3249  9.3051  19.4068  -0.0246  -0.0001  -0.0041
O  2.8694  6.2787  15.9012  -0.0048  0.0046  -0.0046
O  2.5458  7.804  13.6098  -0.0121  0.0189  0.0536
O  8.8984  0.5349  21.4092  0.0264  -0.0242  -0.0151
O  -7.8179  9.627  17.4234  0.0146  0.0028  0.0171
O  3.907  9.9158  12.7443  -0.0141  -0.0626  0.0151
O  4.6493  5.7236  17.88  0.0096  -0.0068  0.0005
O  5.2481  3.5502  13.1851  -0.0129  0.0187  0.0505
O  3.1678  2.2101  18.2955  -0.0037  0.0005  -0.009
O  11.2722  3.0195  10.244  -0.0401  0.0815  0.0274
O  5.2111  -0.1004  14.887  0.0145  -0.0255  0.0365
O  -1.1529  7.1555  15.7491  -0.0034  -0.0146  0.0154
H  -10.2386  13.6622  14.4755  -0.0724  0.0378  -0.1411

Results
free energy: -131202.641 eV
free energy less fixed offsets of H -15.97, O -568.88, Si -635.61 eV per atom: -2.381 eV

The program warned: the cutoff lies below the one the program advises for these potential files; the exchange-correlation potential is rough where the density is thin.
